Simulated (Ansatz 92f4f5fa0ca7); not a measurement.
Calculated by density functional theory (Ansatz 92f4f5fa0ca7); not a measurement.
Periodic cell of 234 atoms, Si134O100, from a study of silicon, its oxide and their interface. The atomic structure is a simulated model.

Settings: functional r2SCAN; potential files Ansatz norm-conserving; basis plane waves; wave-function cutoff 1300 eV; density cutoff ratio 4; exchange-correlation grid ratio 1; k mesh 2 x 2 x 1, shifted by 0.5 0.5 0.5 of a step; self-consistency stop 5e-08 eV per atom in the density residual; occupations Fermi-Dirac, 0.05 eV; spin none; net charge 0.

Cell vectors (angstrom)
a 11.5403 0 0
b 0 15.3871 0
c -3.2898 -4.3272 22.378

Atoms: element, x, y, z (angstrom)
Si 1.9071 1.2631 -0.6611
Si 1.9519 4.4508 -1.0278
Si 2.0476 9.1729 -0.5791
Si 1.7685 12.2187 -0.2235
Si 5.6984 0.8559 -0.3731
Si 5.7731 4.0792 -0.7788
Si 5.7349 9.1546 -0.4424
Si 5.4657 12.1244 -0.0192
Si 9.7296 1.2177 -0.4236
Si 9.5453 4.3567 -0.6831
Si 9.6656 9.1995 -0.6951
Si 9.1522 12.3352 -0.5421
Si 3.72 0.8018 0.8273
Si 3.8102 4.7703 0.4219
Si 3.8293 8.7223 0.8549
Si 3.5705 12.3085 1.2425
Si 7.714 0.6838 0.7897
Si 7.6013 4.8151 0.5661
Si 7.7251 8.73 0.7084
Si 7.4956 12.4232 1.0854
Si 11.6366 0.8669 0.8126
Si 11.5865 4.8821 0.4388
Si 11.5647 8.7122 0.6418
Si 11.2885 12.5463 0.8551
Si 3.7802 2.8713 1.9557
Si 3.7997 6.6724 1.9331
Si 3.7257 10.4167 2.484
Si 3.6892 14.3407 2.2879
Si 7.6663 2.8081 1.8921
Si 7.6229 6.7625 1.9678
Si 7.6299 10.4813 2.3488
Si 7.6317 14.3288 2.3276
Si 11.542 2.9421 1.9307
Si 11.5152 6.7569 1.9196
Si 11.4303 10.5762 2.2261
Si 11.4909 14.3783 2.2298
Si 1.8771 2.8813 3.3724
Si 1.8709 6.713 3.3206
Si 1.7515 10.524 3.7461
Si 1.8082 14.347 3.6211
Si 5.7517 2.8513 3.3091
Si 5.6945 6.7452 3.3487
Si 5.6966 10.4969 3.767
Si 5.651 14.3586 3.5714
Si 9.5871 2.8754 3.3291
Si 9.5696 6.7492 3.3282
Si 9.5579 10.5306 3.7346
Si 9.5897 14.3721 3.5869
Si 1.866 0.9682 4.7567
Si 1.8518 4.8016 4.6635
Si 1.8183 8.4861 4.943
Si 1.8206 12.5134 5.0912
Si 5.7545 0.9764 4.7181
Si 5.7712 4.7878 4.6153
Si 5.6351 8.5094 5.0083
Si 5.6192 12.5151 5.0582
Si 9.6108 0.981 4.7627
Si 9.5384 4.809 4.6408
Si 9.5385 8.5227 4.999
Si 9.5829 12.5313 5.0821
Si 3.8339 0.9624 6.0209
Si 3.8326 4.739 5.8957
Si 3.6842 8.5363 6.416
Si 3.7128 12.4871 6.5266
Si 7.671 1.0107 6.0752
Si 7.6462 4.8267 6.0411
Si 7.5527 8.5242 6.3822
Si 7.582 12.6625 6.3467
Si 11.5155 0.9348 6.1364
Si 11.4444 4.7327 5.9746
Si 11.4946 8.4647 6.3854
Si 11.5073 12.5254 6.5321
Si 3.8062 2.883 7.246
Si 3.7893 6.3894 7.4779
Si 3.472 10.509 7.9485
Si 3.882 14.6588 7.616
Si 7.6683 2.9259 7.3465
Si 7.6028 6.4728 7.7553
Si 7.3982 10.675 7.514
Si 7.6738 14.7024 7.7047
Si 11.4901 2.873 7.347
Si 11.4163 6.3789 7.5861
Si 11.5422 10.4747 7.7593
Si 11.5714 14.6291 7.8091
Si 1.9152 2.8676 8.5842
Si 1.8773 5.8459 8.7083
Si 1.4781 10.694 9.78
Si 2.0949 15.221 9.0286
Si 5.698 2.8678 8.5957
Si 5.562 5.8881 8.9732
Si 5.535 10.6312 9.0179
Si 5.7446 15.2029 9.0723
Si 9.581 2.8735 8.6925
Si 9.6004 5.9503 9.0997
Si 9.4071 10.4839 8.6104
Si 9.6022 15.1623 9.0877
Si 4.1344 7.9247 13.1031
Si 1.6538 -1.827 11.394
Si -0.1068 3.1146 14.1351
Si -0.6784 8.7257 14.7809
Si 9.1385 9.63 16.9838
Si 6.0821 -2.5158 11.0528
Si 2.7536 4.0862 18.9506
Si 9.124 -0.7625 14.1685
Si 2.1526 8.0636 15.0825
Si 8.9318 8.2592 10.7593
Si 6.4872 8.034 17.133
Si 0.6818 3.9317 16.9184
Si 0.0946 0.3177 12.9145
Si -4.5103 -2.8204 13.7422
Si 9.3131 10.6631 12.8881
Si 0.3703 6.2906 13.4501
Si 1.0347 -1.9588 16.9899
Si 9.8832 4.1926 18.9235
Si 1.6419 7.8194 11.1337
Si 9.0982 1.8381 15.6873
Si 4.5575 9.0374 19.173
Si 6.8176 -2.3168 16.8633
Si 9.228 -2.7042 10.7912
Si 5.3163 6.0789 15.0724
Si 2.7642 6.0596 16.9021
Si 5.9674 8.0961 10.9426
Si 10.4658 -5.3837 19.754
Si 9.3998 1.3295 18.6075
Si 6.594 3.794 16.0554
Si 4.5397 2.3056 17.3189
Si 7.2302 5.4515 18.6975
Si 5.5366 -3.4517 19.2643
Si -1.8227 -2.7242 16.4437
Si 3.1119 -1.5254 18.9231
Si 1.8633 9.8427 19.9529
Si 6.5056 0.1953 18.5336
Si 2.0009 -1.4767 14.3516
Si 2.8903 15.3824 16.5042
O 9.4498 9.6392 18.556
O 6.2448 -0.9154 17.3839
O 1.8714 2.8134 -1.2128
O 2.1204 5.0628 -2.5956
O 2.4794 8.5459 -2.0683
O 1.8718 10.762 -0.976
O 8.8394 5.4198 18.8769
O 5.5646 0.2677 -1.9113
O 6.1088 -3.4784 17.7433
O 5.9245 3.9978 -2.4422
O 1.9095 0.4346 -2.0764
O 9.8682 -1.9627 15.0079
O 5.7983 8.2904 -1.8505
O 5.6035 10.7357 -0.9262
O 5.103 13.3264 -1.0564
O 9.5629 2.8152 -0.1423
O 5.7087 1.4746 18.0204
O 9.3324 4.2376 -2.3204
O 6.7245 4.5576 17.4614
O 9.7749 9.1757 -2.3631
O 6.4161 4.8901 14.8609
O 9.6555 10.7981 -0.4199
O 0.4397 -5.5167 19.186
O 1.9842 1.4588 9.5209
O 1.233 12.1082 10.6978
O 1.9178 4.3209 9.4682
O 1.9647 7.0872 9.7534
O 6.1192 7.3373 15.7179
O 0.897 9.0823 15.0453
O 5.1396 8.7134 17.7009
O 1.1828 9.3641 10.7614
O 5.6969 1.4476 9.4986
O 7.9035 11.1749 13.5799
O 2.9971 7.8862 11.9811
O 5.2464 -3.5504 10.1291
O 5.902 9.2801 9.8607
O -0.8153 7.249 14.0724
O 5.7857 14.3806 10.5173
O 5.2307 6.7766 10.3372
O 9.5787 -1.1522 10.4738
O 9.893 -3.3752 12.1483
O 10.0628 -0.0074 13.1007
O 9.6009 4.3176 9.5782
O 9.0751 9.0548 9.3604
O 9.2055 9.4142 11.8654
O 9.7534 -3.6088 9.5702
O 6.9647 6.9993 18.2842
O 4.0969 5.6249 16.065
O 2.9538 9.1337 18.9868
O 6.5423 -2.6842 15.2961
O 8.548 0.4077 15.1315
O 11.8951 1.9607 13.0331
O 1.3986 5.3036 16.4413
O 4.6832 6.4806 13.6363
O 0.6914 3.0185 15.5648
O 9.4718 11.0712 16.3173
O 0.6015 -0.5474 11.6235
O 5.1983 2.9854 16.0164
O 2.2991 -2.1406 12.8871
O 9.5738 1.4153 9.5612
O -3.6365 -1.4828 13.3927
O 7.633 -2.9119 10.8368
O 5.3882 8.6385 12.3741
O 8.0875 0.4257 18.6007
O -1.4724 8.5663 16.1846
O 10.3221 10.031 13.986
O 9.7967 6.8936 10.4694
O 3.7458 14.6032 17.6268
O 3.4843 8.7145 14.3899
O 1.5408 3.3375 18.1536
O 7.8227 2.7795 15.9403
O 1.5042 -2.5508 15.5108
O 5.8025 -2.7581 12.6621
O -0.4915 -2.3876 17.2949
O 7.4965 7.6629 11.1618
O 0.8516 -0.347 14.1763
O 5.618 4.2844 9.4993
O 1.3107 -0.3331 16.8648
O 7.5933 9.1766 16.8136
O 2.5008 7.6381 16.6138
O 0.605 6.8452 11.9406
O 2.6149 -1.1204 10.2937
O 9.9453 1.453 17.0496
O 8.9865 2.8444 18.9913
O 10.2099 -6.3965 20.9699
O 4.312 -2.4193 19.5229
O 5.1315 8.0463 20.3282
O -1.617 2.6813 14.561
O 0.0369 4.6696 13.5504
O 1.899 -2.4486 18.2839
O 10.0163 1.1593 -2.0575
O 4.0831 3.3054 18.4941
O 1.7397 6.7061 14.2547
O 3.2466 -0.6401 15.027
O 8.4029 -2.1816 17.1909
O 5.6953 2.4831 -0.4765
O 3.2596 1.5449 16.6571
O 2.9382 5.6534 18.4689
O 5.0504 10.475 19.667
O -0.7893 4.2376 17.5358

Results
free energy: -62187.826 eV
free energy less fixed offsets of O -463.61, Si -117.95 eV per atom: -21.526 eV
pressure: -1.16 GPa
stress xx, yy, zz, yz, xz, xy (GPa, positive in tension): -0.95, 2.22, 2.2, 0.05, -0.14, -0.19

Forces (eV/angstrom), in the order of the atoms: element, x, y, z
Si 0.0947 -0.1552 -0.1941
Si 0.0372 -0.1608 -0.2567
Si 0.0855 0.2417 -0.5652
Si 0.1505 0.0911 -0.7052
Si -0.0497 0.2483 -0.2223
Si -0.0179 -0.18 -0.1658
Si 0.0793 0.0855 -0.6719
Si -0.161 -0.0208 -0.7484
Si 0.0962 0.1406 0.0569
Si -0.1569 -0.2481 -0.0916
Si 0.0346 0.3989 -0.4013
Si -0.0827 -0.5608 0.1556
Si -0.1677 -0.1744 -0.2497
Si 0.0458 -0.0984 -0.0669
Si 0.0389 0.1502 -0.1305
Si 0.049 -0.0383 -0.2225
Si 0.1005 0.0132 -0.3655
Si 0.0264 0.085 -0.1275
Si -0.0572 0.042 -0.2269
Si -0.2504 0.08 -0.3449
Si 0.0858 0.032 -0.1787
Si 0.0485 -0.0514 -0.2988
Si 0.1413 0.0638 -0.1995
Si -0.198 0.1007 -0.5144
Si 0.0705 0.0891 0.3311
Si -0.0278 -0.26 -0.1257
Si -0.125 -0.0803 0.4968
Si 0.068 0.2744 -0.0404
Si 0.0182 -0.004 0.7161
Si -0.0804 -0.1602 -0.1407
Si 0.2134 -0.1218 0.2544
Si -0.02 0.0456 0.0115
Si 0.0487 0.0228 0.3988
Si -0.0587 -0.0784 -0.1024
Si -0.2281 -0.1169 0.0511
Si 0.0838 0.1961 -0.1867
Si -0.0592 0.0181 -0.5283
Si 0.0355 0.0142 0.108
Si 0.0865 -0.1074 0.029
Si 0.0762 -0.0472 0.126
Si 0.1309 0.0399 -0.5541
Si -0.0275 0.0512 0.1305
Si 0.0676 0.08 -0.0732
Si -0.1279 0.056 0.0439
Si -0.1174 -0.0115 -0.5163
Si 0.0667 0.0221 0.1395
Si 0.0426 -0.0075 -0.1323
Si -0.0034 -0.0522 0.1522
Si -0.0463 0.0456 0.1158
Si 0.0192 -0.0529 -0.001
Si -0.1402 0.0672 -0.0004
Si 0.0563 -0.1359 0.0078
Si -0.094 0.0657 0.1001
Si 0.011 -0.117 0.0413
Si 0.0709 0.0462 -0.0164
Si 0.1194 -0.0477 -0.0467
Si -0.0133 0.028 0.0415
Si 0.0154 -0.1194 -0.0201
Si -0.0605 0.1598 -0.0396
Si 0.128 -0.0948 -0.0657
Si 0.0535 -0.2245 -0.2263
Si -0.0318 0.2191 -0.296
Si -0.1281 -0.0218 0.225
Si -0.094 0.1774 0.1045
Si 0.0027 -0.1751 -0.0542
Si 0.0075 0.2896 0.0101
Si -0.0017 -0.1631 0.1811
Si -0.0348 0.2774 0.0477
Si 0.0305 -0.259 -0.0348
Si 0.0037 0.1628 -0.1758
Si 0.1162 -0.1602 0.2397
Si -0.13 0.2297 0.1131
Si 0.0758 -0.0701 0.2629
Si 0.0227 -0.0215 0.2153
Si 0.1885 0.0433 0.2854
Si 0.0455 0.0177 0.3057
Si -0.0514 -0.1233 0.2184
Si -0.0058 0.125 0.3359
Si -0.018 -0.0869 0.0336
Si -0.0463 -0.1428 0.2917
Si -0.1053 -0.0309 0.2124
Si -0.0259 0.08 0.2904
Si -0.0246 -0.1388 0.0904
Si 0.0759 -0.0138 0.3019
Si 0.0033 0.1909 1.0704
Si -0.0612 -0.3005 0.3135
Si -0.6963 -0.026 -0.6222
Si 0.0458 0.4088 -0.1092
Si 0.0049 0.0713 0.7176
Si 0.003 -0.2463 0.3974
Si -0.0435 -0.1042 0.4682
Si 0.0626 0.2558 0.1754
Si 0.0387 0.085 0.6126
Si 0.1468 -0.4746 0.1412
Si -0.0604 -0.0248 0.3207
Si 0.1136 0.4527 0.2161
Si 0.0226 0.0057 0.5823
Si 0.0819 0.0736 0.276
Si 0.0962 -0.0132 -0.1135
Si 0.0668 0.0745 0.311
Si -0.1073 -0.1609 -0.272
Si -0.124 0.0679 0.2374
Si 0.073 0.008 -0.1744
Si -0.0675 0.0244 0.089
Si 0.0438 0.3908 0.2221
Si 0.1101 0.1169 -0.0684
Si 0.0525 0.213 -0.3835
Si 0.1455 -0.0125 -0.3763
Si -0.1232 0.3932 0.506
Si 0.0178 -0.0616 0.3025
Si -0.0547 -0.0252 0.5627
Si -0.0528 -0.2164 0.3356
Si -0.3401 -0.0996 -0.0972
Si -0.0675 0.1478 -0.3338
Si 0.0546 -0.2761 0.0529
Si -0.0742 -0.009 -0.276
Si 0.1175 0.0588 -0.5404
Si 0.1543 -0.1803 -0.3034
Si 0.1783 -0.0635 0.1477
Si 0.097 0.0441 -0.1491
Si -0.0311 0.2495 -0.2139
Si -0.0655 0.0677 0.1812
Si -0.3833 -0.0723 -0.0962
Si -0.0066 -0.0529 -0.3234
Si -0.0449 -0.0348 -0.3407
Si -0.2031 -0.0409 -0.3881
Si -0.0396 0.088 -0.309
Si -0.0188 -0.1062 -0.4067
Si 0.0359 -0.0485 -0.0514
Si -0.0029 0.0414 -0.4551
Si 0.1751 -0.1422 -0.1139
Si -0.0222 0.0653 -0.4136
Si 0.0874 -0.0338 0.3768
Si 0.0418 0.3038 -0.1471
O 0.2434 0.1582 0.2389
O 0.0913 0.0715 0.3845
O 0.0401 0.1135 0.2711
O -0.1996 -0.1203 0.6362
O -0.2652 0.089 0.3449
O -0.028 -0.1158 0.4841
O -0.0394 -0.259 0.113
O -0.0038 -0.0675 0.3446
O -0.1682 0.2237 0.4577
O -0.0326 0.0049 0.4803
O 0.1156 -0.1642 0.1478
O -0.1959 0.1669 -0.0003
O -0.0412 0.2233 0.3729
O 0.0779 -0.0647 0.6823
O 0.1184 -0.0185 -0.1892
O -0.0524 -0.0358 -0.5961
O 0.0146 -0.1357 0.0945
O 0.078 0.1068 0.4995
O 0.1416 0.0821 0.1982
O -0.0179 -0.1226 0.7156
O -0.2055 0.0016 0.433
O 0.0038 -0.1752 -0.3576
O 0.1399 0.0347 0.3463
O 0.0399 -0.3232 -0.8165
O 0.2901 -0.4143 -0.2182
O -0.0309 0.2186 -1.0089
O -0.0388 0.0147 0.3146
O -0.1019 -0.1919 0.2015
O -0.0583 -0.4489 -0.123
O -0.0836 -0.0489 0.5337
O 0.3117 0.2825 -0.095
O -0.0012 -0.2197 -0.6487
O 0.1879 0.1919 -0.3052
O -0.1373 -0.0301 -0.1295
O 0.1913 -0.2124 -0.3028
O -0.1354 0.0892 0.0049
O 0.3169 0.1223 -0.1397
O 0.0217 -0.0882 -0.209
O 0.2592 0.0336 -0.1399
O -0.0836 -0.0412 -0.2436
O -0.2574 0.1421 -0.457
O 0.182 -0.1263 0.0119
O -0.0656 0.2308 -0.5908
O 0.093 0.1648 0.2142
O 0.0075 -0.2238 -0.203
O -0.1711 -0.1274 0.0363
O -0.0756 -0.2061 0.0838
O -0.0808 0.1322 0.1195
O -0.0192 0.1331 0.4497
O 0.1519 0.1119 -0.0245
O 0.2701 0.055 0.0239
O -0.1621 -0.3005 0.0845
O 0.1211 -0.1359 0.261
O -0.0661 0.3445 -0.0022
O -0.184 0.1886 0.0566
O -0.0187 0.1089 0.1858
O 0.0571 -0.4908 -0.0147
O 0.1776 0.0694 0.3556
O -0.2939 0.2234 -0.3311
O 0.0447 -0.273 -0.6324
O 0.0457 -0.2094 0.0542
O 0.0868 0.0871 -0.0118
O -0.0083 -0.2521 -0.4799
O -0.0099 0.0452 0.0352
O -0.0176 0.268 -0.0638
O -0.1553 -0.0438 -0.2405
O -0.2099 -0.0658 -0.2113
O -0.2274 -0.077 0.2092
O -0.0954 -0.4413 -0.3077
O 0.0167 0.2499 0.0572
O 0.0518 -0.0047 0.1225
O 0.068 0.4121 0.0291
O 0.2083 0.0923 -0.4877
O 0.1188 0.0793 -0.185
O -0.0023 0.156 -0.1957
O 0.0017 -0.1166 -0.2944
O 0.0349 0.2557 -0.7324
O 0.3498 -0.3475 -0.0189
O 0.0886 -0.0958 0.1803
O -0.0059 -0.3971 -0.2607
O 0.1241 0.3589 -0.1971
O -0.2508 0.1257 -0.0329
O -0.2137 0.036 0.3416
O 0.157 -0.0052 0.0256
O 0.0665 -0.0509 0.1226
O 0.1009 -0.0448 -0.0397
O 0.3447 0.2681 0.5273
O 0.1378 -0.1517 0.2181
O 0.0337 0.1155 0.1069
O 0.2875 0.3558 0.0923
O -0.2375 -0.006 0.4996
O -0.1286 0.0555 0.0076
O -0.1731 0.1152 -0.1217
O -0.4236 -0.0887 0.1561
O -0.1554 -0.0968 -0.1227
O 0.0918 0.2304 -0.3507
O 0.2185 -0.1762 0.2448
O -0.061 -0.3747 -0.0028
O -0.0965 0.0254 0.0049
O -0.1163 -0.0888 0.4313
